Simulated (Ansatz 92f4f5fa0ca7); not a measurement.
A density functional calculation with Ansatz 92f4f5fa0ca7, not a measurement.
Periodic cell of 215 atoms, Si131O82P2, from a study of silicon, its oxide and their interface. The atomic structure is a simulated model.
Doubt: the cutoff is far below the 930 eV that the study's wrapper takes by default for these files, so forces and energies are approximate.
This geometry differs little from another in the collection (a relaxation step or a small displacement).

Settings
functional: PBE
potential files: Ansatz PAW
basis: plane waves
wave-function cutoff: 580 eV
density cutoff ratio: 5
exchange-correlation grid ratio: 1
k mesh: 1 x 1 x 1, Gamma-centred
self-consistency stop: 5e-08 eV per atom in the density residual
occupations: fixed
spin: none
net charge: 0

Cell vectors (angstrom)
a	10.938	0	0
b	0	10.938	0
c	0	0	31.5432

Atoms: element, x, y, z (angstrom)
Si	10.4031	0.5269	24.2721
P	6.0914	10.4484	24.2649
Si	2.0942	3.2513	24.0878
Si	8.7021	2.2439	24.2904
Si	0.4723	5.0614	24.167
Si	5.07	5.8802	24.2088
Si	3.4053	7.6302	24.1408
P	7.8197	8.7448	23.8454
Si	1.3017	1.4529	25.4237
Si	6.8881	1.3191	25.4753
Si	4.0002	4.0999	25.3193
Si	9.6418	4.0834	25.4233
Si	1.4895	6.8237	25.3523
Si	6.8789	6.9153	25.3477
Si	4.2055	9.5334	25.3185
Si	9.4341	9.5857	25.3501
Si	2.7519	0.0116	26.6328
Si	8.1777	-0.0509	26.901
Si	-0.0007	2.757	26.8945
Si	5.4054	2.7346	26.671
Si	2.7365	5.4443	26.8229
Si	8.2177	5.4858	26.6744
Si	0.0029	8.1951	26.6229
Si	5.5359	8.229	26.798
Si	4.0871	1.3556	28.0721
Si	9.5675	1.3616	28.2036
Si	1.3715	4.1212	28.2178
Si	6.8157	4.0982	28.0328
Si	4.1242	6.8308	28.1279
Si	9.5909	6.8415	28.0543
Si	1.3778	9.5761	28.0168
Si	6.8229	9.5457	28.2506
Si	0.0274	-0.0217	29.4878
Si	5.44	0.023	29.507
Si	2.7476	2.7197	29.4998
Si	8.1734	2.7533	29.4858
Si	-0.0173	5.496	29.5027
Si	5.4847	5.4597	29.4798
Si	2.7304	8.2113	29.4609
Si	8.2377	8.1702	29.5062
Si	1.3673	1.3673	30.8594
Si	6.8362	1.3673	30.8594
Si	4.1018	4.1018	30.8594
Si	9.5708	4.1018	30.8594
Si	1.3673	6.8362	30.8594
Si	6.8362	6.8362	30.8594
Si	4.1018	9.5708	30.8594
Si	9.5708	9.5708	30.8594
Si	2.7345	0	0.6835
Si	8.2035	0	0.6835
Si	0	2.7345	0.6835
Si	5.469	2.7345	0.6835
Si	2.7345	5.469	0.6835
Si	8.2035	5.469	0.6835
Si	0	8.2035	0.6835
Si	5.469	8.2035	0.6835
Si	4.114	1.3498	2.0552
Si	9.5323	1.3888	2.037
Si	1.3305	4.133	2.0529
Si	6.8501	4.0743	2.0583
Si	4.0737	6.8657	2.0363
Si	9.5909	6.8152	2.0537
Si	1.3733	9.5616	2.0605
Si	6.8295	9.5739	2.0638
Si	-0.0572	-0.0054	3.3364
Si	5.4644	-0.0098	3.492
Si	2.6952	2.7251	3.3352
Si	8.1832	2.6974	3.5029
Si	-0.0256	5.4718	3.5201
Si	5.4515	5.4802	3.3178
Si	2.7338	8.2061	3.4897
Si	8.2267	8.1863	3.3797
Si	1.2869	1.3683	4.6768
Si	6.8374	1.3081	4.9194
Si	4.0641	4.1208	4.6518
Si	9.5307	4.0694	4.8984
Si	1.3504	6.8726	4.8953
Si	6.8331	6.805	4.6931
Si	4.1022	9.5688	4.8928
Si	9.572	9.5704	4.7536
Si	2.6133	0.0438	6.1104
Si	8.2246	-0.1289	6.2755
Si	-0.0226	2.6545	6.2068
Si	5.3763	2.7702	6.0859
Si	2.7479	5.4351	6.1466
Si	8.0931	5.442	6.1904
Si	-0.0076	8.2984	6.2415
Si	5.558	8.1543	6.1611
Si	3.479	1.9328	7.1904
Si	10.0214	0.8326	7.4786
Si	1.7749	3.6569	7.3597
Si	6.2093	4.5312	7.3932
Si	4.6345	6.3127	7.2667
Si	9.1561	7.1975	7.3336
Si	0.8902	10.1573	7.5287
Si	7.4007	8.8938	7.4982
O	4.566	6.6047	8.8956
O	1.3918	3.9905	8.9482
O	9.7447	6.5621	8.7525
O	1.3039	10.1081	9.1609
O	6.0822	4.2292	9.0356
O	3.7126	1.5912	8.7762
O	7.1234	8.9686	9.1476
O	9.6528	1.0832	9.0823
O	8.2769	2.6018	22.7433
O	10.943	5.5878	22.6594
O	5.7908	-0.0535	22.7108
O	5.3817	5.4025	22.6489
O	2.1111	2.8336	22.4758
O	3.3675	7.8105	22.4848
O	8.5743	9.0293	22.3421
O	-0.202	11.2453	22.6686
Si	2.1625	2.9849	12.8953
Si	8.6838	1.3045	10.3686
Si	1.0807	4.508	15.3547
Si	7.5514	5.5786	12.21
Si	2.4166	8.1681	21.219
Si	5.4192	7.7807	12.4852
Si	9.2752	0.4636	15.5156
Si	2.9341	-0.0315	16.6735
Si	10.471	1.1694	12.6165
Si	7.7855	2.827	21.2285
Si	9.1475	8.7955	14.4777
Si	1.4701	4.7909	10.3663
Si	4.4758	9.4922	19.1623
Si	11.0544	6.1038	21.1192
Si	6.6281	10.4531	14.8591
Si	5.4347	0.6867	21.2765
Si	2.347	9.8131	10.393
Si	0.4922	10.6252	21.3538
Si	5.904	5.2795	21.1267
Si	3.642	7.094	10.1177
Si	9.0612	5.6939	14.8435
Si	3.7057	4.0796	19.0998
Si	10.0423	3.6562	19.3239
Si	4.2728	8.667	15.3787
Si	0.4728	1.925	17.1664
Si	6.8243	7.561	19.2477
Si	5.2834	3.6319	16.7357
Si	7.8051	5.0262	17.5307
Si	6.6712	9.918	10.3951
Si	4.3785	1.0568	10.129
Si	-0.0245	9.0996	11.9162
Si	9.1887	8.7011	20.8347
Si	4.5654	1.6723	14.5822
Si	2.5188	2.0684	21.0991
Si	6.3304	3.3408	10.3793
Si	3.4416	5.9168	16.744
Si	9.8766	6.55	10.3655
O	0.156	2.6364	18.5997
O	2.9438	9.6354	15.6067
O	10.8611	4.7898	20.1727
O	7.5643	2.3868	9.938
O	10.9223	5.3552	10.8107
O	6.5909	6.7189	12.8835
O	10.3138	8.0721	10.8028
O	7.6816	9.4642	14.0148
O	8.4096	6.2231	10.9875
O	5.3173	10.4811	20.142
O	2.1669	3.7523	11.4395
O	8.0088	8.6007	19.7056
O	6.2802	6.7623	20.569
O	5.5262	2.7251	15.403
O	1.4263	0.887	20.7061
O	6.0714	9.0402	11.6447
O	4.6281	4.9935	16.1148
O	6.6178	3.9168	17.6343
O	10.5476	10.6813	11.8245
O	5.5913	0.4984	13.9999
O	8.0381	5.103	15.9364
O	9.7406	9.8245	15.6099
O	-0.3813	5.1546	15.1329
O	1.5564	6.8328	20.8119
O	1.517	0.6427	17.1857
O	6.6236	1.729	20.8769
O	1.0104	1.8167	12.8497
O	3.2491	5.479	18.3327
O	9.5247	2.0149	11.591
O	1.0322	3.1062	16.1897
O	8.6	5.1469	13.3819
O	10.297	8.6005	13.3333
O	1.4657	9.3795	21.7576
O	10.2278	9.9346	20.4398
O	3.1725	0.2188	10.8936
O	5.0645	2.3782	10.8384
O	1.7667	4.1687	13.929
O	7.9393	10.852	10.8577
O	9.1533	4.48	18.2387
O	5.6522	9.4991	15.7849
O	5.5358	-0.0262	9.7968
O	3.5984	2.3104	13.3998
O	1.9863	5.6578	16.0642
O	9.7177	1.0489	14.0535
O	4.3947	6.9455	11.5421
O	4.7851	4.5388	20.2194
O	9.9657	1.3543	16.6653
O	6.6862	4.3086	11.6518
O	5.5877	8.4226	18.6105
O	9.0775	2.704	20.2414
O	3.6217	1.1403	15.7927
O	4.2596	3.0771	17.9082
O	9.9007	7.2299	20.8539
O	3.3606	8.673	9.8256
O	3.9496	7.4284	16.3995
O	7.6402	0.4909	15.715
O	8.9427	7.3059	15.0525
O	3.9982	1.4352	21.385
O	1.6008	9.135	11.6999
O	2.3166	6.1683	10.1786
O	7.3627	6.475	18.1494
O	7.2457	4.3569	21.0737
O	4.5562	8.2336	13.8143
O	3.3038	8.6671	19.9518
O	2.5929	3.1827	19.8969
O	3.7646	10.3905	17.9931

Results
free energy: -131422.987 eV
free energy less fixed offsets of O -568.88, P -755.39, Si -635.61 eV per atom: 0.863 eV

Forces (eV/angstrom), in the order of the atoms: element, x, y, z
Si	-0.0511	-0.0559	-0.057
P	-0.0068	0.0184	-0.0428
Si	0.0299	-0.018	0.0053
Si	0.0173	0.0256	0.0658
Si	-0.0339	0.0264	-0.0154
Si	0.1731	0.0593	0.0581
Si	0.0286	-0.0523	-0.0235
P	-0.2254	0.2336	-0.4503
Si	-0.0249	0.026	0.0711
Si	-0.0407	0.0707	0.1303
Si	-0.0261	-0.0144	-0.0026
Si	0.0179	0.0009	0.0754
Si	-0.0101	-0.0071	0.0346
Si	0.0545	0.1378	0.2765
Si	-0.0396	0.0766	0.2075
Si	-0.1261	0.0561	0.2881
Si	-0.0239	-0.0868	-0.109
Si	0.1663	-0.0497	-0.0574
Si	0.0211	0.0001	0.0889
Si	0.0909	0.0529	-0.0642
Si	0.022	0.0055	0.0606
Si	-0.2261	-0.0384	-0.0359
Si	-0.0672	0.122	-0.153
Si	-0.0238	-0.2721	-0.0493
Si	0.0126	0.0102	0.0193
Si	-0.0328	0.0544	-0.1285
Si	-0.0031	-0.0305	-0.1473
Si	0.0766	-0.0533	0.11
Si	-0.1123	0.118	-0.0048
Si	-0.0023	-0.0483	0.0492
Si	-0.0046	0.0015	0.0972
Si	-0.0011	0.0495	-0.2267
Si	0.0407	-0.0526	-0.0327
Si	0.0272	-0.0052	0.0504
Si	0.0077	0.004	0.0141
Si	-0.102	0.0274	0.0249
Si	-0.0153	0.0146	0.0533
Si	0.0365	-0.0273	-0.0321
Si	-0.0327	-0.0348	0.0333
Si	0.0058	0.0002	0.0226
Si	0.1127	-0.1269	0.0614
Si	-0.1442	0.1331	0.015
Si	0.1842	-0.065	-0.0135
Si	-0.188	0.0836	-0.1024
Si	-0.0023	0.2405	-0.0962
Si	0.1014	-0.1735	0.0751
Si	-0.2376	0.0524	-0.0699
Si	0.1592	-0.1161	0.0855
Si	0.0666	-0.1495	0.0932
Si	-0.2316	0.0072	-0.079
Si	-0.1906	0.1412	-0.0412
Si	0.0949	-0.1234	0.0664
Si	-0.1908	0.1167	-0.0641
Si	0.0741	-0.1866	0.1363
Si	0.1635	-0.1181	0.09
Si	-0.0164	0.165	-0.0586
Si	0.0045	0.0062	-0.0063
Si	-0.0113	0.0439	0
Si	-0.0211	0.0306	0.022
Si	0.0241	-0.0114	-0.0323
Si	-0.0288	0.0156	-0.0033
Si	0.0112	-0.0039	-0.0154
Si	0.0058	-0.0088	-0.0359
Si	0.0083	0.0058	0.023
Si	0.095	-0.0262	0.1482
Si	-0.0031	0.001	-0.0551
Si	0.0254	-0.0097	0.1566
Si	-0.0156	0.0453	-0.0582
Si	0.0073	-0.0063	-0.0769
Si	0.025	-0.0542	0.1857
Si	-0.0192	0.0154	-0.0521
Si	-0.0568	-0.0135	0.0826
Si	-0.0129	0.0156	-0.0514
Si	-0.0047	0.0003	0.041
Si	-0.0214	0.0031	-0.0757
Si	0.0007	-0.0252	0.0671
Si	0.0217	-0.0114	0.0564
Si	-0.0074	0.0009	-0.0575
Si	-0.0061	-0.0156	0.0441
Si	-0.0119	0.0018	-0.0408
Si	-0.006	-0.0131	-0.0273
Si	0.0009	-0.0021	-0.0037
Si	0.026	-0.007	-0.0271
Si	0.0115	0.0096	-0.04
Si	0.0149	-0.0274	-0.03
Si	-0.013	0.0045	-0.0278
Si	0.0002	0.015	-0.0186
Si	0.0152	-0.0039	-0.0182
Si	-0.0512	0.0659	-0.0414
Si	-0.0079	0.0068	-0.0084
Si	-0.0065	0.0023	-0.0364
Si	-0.0093	0.0034	-0.0168
Si	-0.001	-0.0126	-0.0232
Si	0.0018	0.0055	-0.0237
Si	0.0081	0.0048	-0.0071
Si	0.018	-0.0081	-0.0411
O	-0.0154	0.0219	0.0332
O	-0.0078	0.012	0.0359
O	-0.0001	-0.0029	0.0258
O	0.0144	-0.0052	0.0124
O	0.0068	-0.0308	0.0427
O	0.0183	-0.0011	0.0236
O	0.0003	0.0114	0.0464
O	-0.0129	0.0047	0.0195
O	-0.0052	-0.012	-0.0172
O	0.0187	0.0026	-0.0694
O	-0.0336	-0.0408	0.1817
O	-0.0201	-0.0057	-0.0393
O	0.0009	-0.0319	-0.0837
O	0.0025	0.0085	0.0005
O	0.5002	-0.2441	-0.6037
O	0.0437	0.0376	-0.0264
Si	-0.0112	-0.0068	-0.0349
Si	0.0114	0.0082	-0.0339
Si	-0.0022	-0.0057	-0.0118
Si	-0.0057	0.0052	-0.0352
Si	-0.0593	-0.0235	0.0241
Si	0.0057	-0.0084	-0.0308
Si	0.0015	-0.0067	-0.012
Si	-0.0066	0.0061	-0.009
Si	0.0042	-0.0057	-0.008
Si	0.072	0.0432	-0.0073
Si	0.005	0.0094	-0.0116
Si	0.0076	-0.0202	-0.0412
Si	-0.0258	-0.0569	-0.0582
Si	-0.0607	0.06	0.0539
Si	0.025	-0.0006	-0.0018
Si	-0.0003	0.0397	0.0675
Si	-0.0152	-0.0128	-0.0145
Si	-0.0575	-0.0289	-0.0245
Si	-0.033	0.0022	0.0409
Si	0.0011	-0.0313	-0.0264
Si	-0.0014	0.0103	-0.0095
Si	0.0109	0.0129	0.017
Si	0.0088	0.0159	0.0118
Si	-0.002	0.0095	-0.0134
Si	-0.0067	-0.0078	0.0025
Si	0.0575	0.0235	0.0054
Si	0.01	-0.0038	-0.0028
Si	0.0025	0.0211	0.0088
Si	-0.0109	-0.0047	-0.0176
Si	-0.0209	0.0042	-0.0252
Si	-0.0009	-0.0015	-0.0107
Si	-0.0473	0.0099	0.246
Si	-0.0095	0.0004	-0.0232
Si	-0.0628	0.0389	0.0937
Si	0.0355	0.0249	-0.0397
Si	0.0007	0.0081	-0.0057
Si	0.0051	-0.0135	-0.0234
O	0.0038	0.0071	0.0023
O	0.0044	-0.0033	0.002
O	-0.0072	-0.0004	-0.0206
O	0.0039	0.0161	0.0264
O	-0.0022	0.0008	0.0112
O	-0.0038	0.009	0.0073
O	0.0065	0.0081	0.0051
O	-0.0114	0.0014	-0.0012
O	-0.0074	-0.0053	0.0115
O	0.0193	0.0403	0.1161
O	0.0082	-0.0138	0.0214
O	-0.0223	-0.0271	-0.0383
O	-0.0045	-0.0181	0.0069
O	0.0039	0.0056	0.0054
O	0.0239	0.0093	-0.0241
O	-0.0047	0.0133	-0.001
O	0.0019	0.0004	0.0053
O	-0.0014	-0.0088	-0.0083
O	-0.01	-0.002	0.001
O	-0.0013	0.0024	0.0035
O	0.001	-0.006	0.0042
O	0.0028	0.0009	-0.0068
O	0.0041	-0.0005	0.0024
O	0.0073	0.0118	-0.0089
O	0.008	0.0037	-0.0003
O	-0.0624	-0.0652	0.0304
O	0.0068	-0.0033	0.0062
O	0.007	0.0003	0.0025
O	-0.0052	0.0031	-0.0009
O	-0.0006	0.0054	-0.0034
O	0.0029	-0.002	0.0166
O	-0.0011	0.0005	0.0095
O	0.014	0.0055	-0.0244
O	0.1011	0.0833	-0.0193
O	0.0016	0.0218	0.0125
O	-0.0261	-0.0214	0.0095
O	-0.0077	0.0097	0.0183
O	-0.0145	-0.0021	0.0094
O	-0.0003	-0.0027	-0.0076
O	-0.0011	-0.0031	0.0049
O	0.0141	-0.0024	-0.0326
O	0.0118	-0.0025	0.0167
O	0.0048	0.0006	-0.0042
O	0.0022	0.0048	0.0117
O	0.0053	0.0053	0.0135
O	-0.0147	-0.0103	-0.0267
O	0.0088	0.0056	0.0023
O	-0.0024	-0.005	0.0085
O	-0.0144	0.0235	0.009
O	-0.0121	0.007	0.0004
O	0.0045	0.0023	0.0071
O	0.0034	-0.0028	0.0108
O	0.0835	-0.0929	-0.0021
O	0.0019	0.006	0.0052
O	-0.0014	-0.0062	-0.0006
O	-0.006	0.0005	0.0059
O	-0.0013	-0.0132	0.0061
O	0.0948	-0.0623	0.0058
O	0.0052	0.0026	-0.0019
O	0.0083	0.011	0.0211
O	-0.0015	-0.0048	-0.0108
O	-0.0022	-0.0352	-0.0306
O	-0.0014	0.0013	0.0087
O	0.0152	0.0117	-0.0187
O	0.0303	-0.0154	-0.0173
O	0.0189	-0.0076	0.0298

The program warned: the cutoff lies below the one the program advises for these potential files; the exchange-correlation potential is rough where the density is thin.
